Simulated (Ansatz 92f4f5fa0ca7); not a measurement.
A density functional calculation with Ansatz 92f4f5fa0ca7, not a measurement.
Periodic cell of 237 atoms, Si146O90As1, from a study of silicon, its oxide and their interface. The atomic structure is a simulated model.
Doubt: the cutoff is far below the 930 eV that the study's wrapper takes by default for these files, so forces and energies are approximate.

Settings: functional PBE; potential files Ansatz PAW; basis plane waves; wave-function cutoff 580 eV; density cutoff ratio 5; exchange-correlation grid ratio 1; k mesh 1 x 1 x 1, Gamma-centred; self-consistency stop 5e-08 eV per atom in the density residual; occupations fixed; spin none; net charge +1 e, with a uniform compensating background and no finite-size correction.

Cell vectors (angstrom)
a 11.6015 0 0
b 0 10.938 0
c 0 0 32.0622

Atoms: element, x, y, z (angstrom)
Si -0.2423 -0.1038 23.281
Si 3.6782 0.1906 23.1132
Si 7.5419 -0.1347 23.4529
Si 1.6667 1.2757 23.4121
Si 5.7309 1.4136 23.1972
Si 9.426 1.2267 23.362
Si 0.1814 5.3388 23.4167
Si 4.1203 5.3274 23.3575
Si 8.0404 5.6181 23.5437
Si 2.1652 6.6119 23.3594
Si 5.9744 6.78 23.4741
Si 10.0168 6.8743 23.5939
As 1.9245 2.6775 25.368
Si 5.8429 2.6577 25.2603
Si 9.6276 2.6796 25.2592
Si 11.5598 4.0506 25.3297
Si 3.9713 4.0662 25.3101
Si 7.751 4.1054 25.3447
Si 1.9733 8.1514 25.1936
Si 5.7765 8.1707 25.3699
Si 9.7083 8.2632 25.4377
Si 11.6379 9.549 25.2664
Si 3.8623 9.5839 25.0717
Si 7.6889 9.5208 25.4119
Si 11.6373 0.0022 27.1947
Si 3.9142 -0.0384 27.1051
Si 7.761 -0.0137 27.2869
Si 1.9859 1.3007 27.3511
Si 5.8388 1.3346 27.2117
Si 9.6886 1.3456 27.2182
Si 11.6029 5.4705 27.2352
Si 3.8444 5.4466 27.2408
Si 7.7171 5.4669 27.2755
Si 1.9357 6.8378 27.1712
Si 5.7672 6.8067 27.2795
Si 9.6612 6.8162 27.2916
Si 1.9472 2.7587 29.1955
Si 5.8033 2.726 29.1339
Si 9.6746 2.7322 29.151
Si 0.0005 4.1023 29.1629
Si 3.8786 4.0945 29.1757
Si 7.7336 4.0944 29.1944
Si 1.9404 8.1965 29.1195
Si 5.7954 8.1967 29.1905
Si 9.6754 8.2002 29.215
Si 0.0091 9.5683 29.1416
Si 3.8747 9.5686 29.0972
Si 7.7392 9.555 29.2103
Si 0.0032 0.0061 31.0907
Si 3.8625 0.0119 31.0606
Si 7.7323 0.0105 31.1194
Si 1.931 1.3756 31.1083
Si 5.799 1.3716 31.07
Si 9.6694 1.3662 31.0973
Si 0.009 5.4766 31.0917
Si 3.8702 5.4847 31.0986
Si 7.7397 5.4745 31.128
Si 1.9379 6.8453 31.0698
Si 5.8044 6.8399 31.117
Si 9.6777 6.8343 31.1422
Si 1.932 2.7527 0.9853
Si 5.7959 2.7516 0.9307
Si 9.6686 2.7401 0.9757
Si -0.0119 4.1134 0.958
Si 3.8656 4.1203 0.9751
Si 7.7412 4.1138 1.0012
Si 1.9298 8.219 0.9437
Si 5.8002 8.2308 0.9679
Si 9.6672 8.2253 1.0091
Si -0.0032 9.5946 0.9839
Si 3.8609 9.5925 0.9597
Si 7.7393 9.5841 0.9911
Si 11.61 0.0382 2.9223
Si 3.854 0.0258 2.9146
Si 7.7422 0.0275 2.9097
Si 1.9337 1.406 2.9284
Si 5.8111 1.369 2.8396
Si 9.6628 1.3905 2.9275
Si 11.5649 5.5061 2.8717
Si 3.8783 5.4996 2.9114
Si 7.7373 5.5165 2.9237
Si 1.9139 6.8267 2.8608
Si 5.8098 6.8649 2.8901
Si 9.6598 6.9038 2.9734
Si 1.9125 2.8354 4.826
Si 5.8365 2.7269 4.7503
Si 9.5997 2.8003 4.8403
Si 11.5423 4.1381 4.7845
Si 3.9184 4.0996 4.8237
Si 7.7175 4.2072 4.8867
Si 1.8865 8.1514 4.8037
Si 5.8089 8.2626 4.7906
Si 9.6618 8.3236 4.9133
Si 11.6317 9.6568 4.8876
Si 3.818 9.4881 4.7895
Si 7.7229 9.6794 4.8938
Si 11.5956 0.23 6.7795
Si 3.7523 -0.054 6.6579
Si 7.7118 0.056 6.916
Si 2.0468 1.5038 6.7607
Si 5.7121 1.2756 6.6254
Si 9.6458 1.5214 6.8371
Si 11.5249 5.4986 6.7051
Si 3.9818 5.4312 6.7916
Si 7.7366 5.6709 6.8308
Si 1.9748 6.6429 6.6538
Si 5.8119 6.9776 6.7499
Si 9.7542 7.04 6.916
O 9.994 7.9724 8.3046
O 7.6606 9.9339 8.2269
O 7.4003 4.7307 8.1666
O 3.3762 10.3471 8.2106
O 2.0401 7.5485 8.0318
O 4.0034 4.5829 8.247
O 9.7796 2.4468 8.2276
O 2.612 2.3381 8.1228
O 11.3875 4.5709 8.0752
O 5.3609 2.3634 7.8258
O 5.8152 7.9793 8.0913
O 11.3198 10.3092 8.1594
O 11.2711 10.076 21.7846
O 3.2236 10.7044 21.5317
O 5.7854 7.7896 22.1617
O 4.2117 4.4411 21.9332
O 7.6806 9.7071 22.1773
O 10.3017 7.6732 22.1664
O 1.5717 2.3688 22.1647
O 5.948 2.4399 21.8854
O 8.4461 4.7029 22.2119
O -0.0578 4.4516 22.0137
O 2.3413 7.4368 21.9371
O 9.1121 1.8809 21.8669
Si 1.915 7.7794 9.6143
Si 5.031 0.5806 17.686
Si 2.4917 5.419 14.0308
Si 10.5698 3.8597 14.0631
Si 8.2812 2.3849 15.2621
Si 9.5414 2.2377 20.3415
Si 10.5064 3.649 9.0807
Si 0.032 2.3151 11.5742
Si 11.0258 8.1306 15.4031
Si 5.1657 6.9328 13.9934
Si 5.7499 2.6171 11.1189
Si 8.574 7.6644 19.3798
Si 8.1175 4.8433 20.6271
Si 5.9186 9.5892 15.2011
Si 2.1114 7.6428 20.3428
Si 1.932 4.8699 18.8107
Si 4.4999 3.4402 18.0138
Si 8.5032 8.9255 16.8142
Si 0.8298 9.4799 13.3054
Si 9.9102 10.6508 11.7277
Si 5.3508 3.7011 21.0129
Si 0.5931 5.5187 16.2775
Si 10.7834 9.1467 9.1506
Si 6.5684 8.9096 21.2795
Si 7.1177 7.1051 11.4897
Si 2.6736 0.7342 12.2185
Si 10.8833 8.6733 21.0244
Si 6.0408 4.3248 15.6337
Si 7.0848 0.49 12.9763
Si 4.058 2.9763 8.5944
Si 0.8801 6.7391 11.9046
Si 6.5714 9.0452 9.081
Si 0.6668 3.2614 21.1496
Si 9.802 6.5052 12.8995
Si 7.7139 4.5354 9.7512
Si 3.9782 10.0716 20.2119
Si 4.2619 3.0381 13.5313
Si 3.8546 10.0095 9.7402
Si 8.0498 0.7754 18.0337
O 11.5125 3.2243 12.9095
O 9.3385 4.4744 9.8854
O 8.8055 3.602 19.8558
O 4.0254 -0.0523 18.8065
O 11.3379 4.5284 15.3256
O 9.8581 9.7941 10.3307
O 3.7647 1.5346 13.1377
O 0.6544 9.0562 14.8714
O 6.4684 0.9742 18.3805
O 4.7674 3.1544 19.6024
O 6.2508 1.1835 11.7466
O 0.5405 8.6213 9.8729
O 5.6475 4.3165 17.228
O 8.4437 7.1935 12.4024
O 4.405 2.6337 10.158
O 2.0766 5.6469 15.5891
O 3.375 0.0643 10.9186
O 5.8877 7.2185 12.552
O 2.3059 6.3202 19.4344
O 0.6598 4.9401 17.7957
O 8.4123 10.6868 12.3726
O 5.4745 10.0681 9.7067
O 0.5901 8.1842 20.1871
O 9.7745 2.6025 14.6978
O 2.0007 10.5909 13.2266
O 9.9497 9.104 16.1114
O 6.1412 10.3597 13.7755
O 7.47 1.5972 14.1015
O 1.6646 3.8585 20.037
O 5.9072 5.7911 14.9197
O 7.3446 8.9511 15.6842
O 1.5085 1.6683 11.6049
O 7.2022 8.2859 10.3706
O 4.322 1.9902 17.2736
O 7.0338 3.1621 10.2852
O 11.5471 7.0035 16.4445
O 8.277 10.1353 17.8422
O 3.2636 8.5366 10.111
O 7.5891 3.8383 15.5189
O 3.1473 4.3108 17.9067
O 2.9027 3.8906 13.7072
O 1.3354 8.203 12.4475
O 1.207 5.6801 13.0799
O 4.9778 8.303 14.8642
O 11.1644 2.3727 20.3385
O 10.978 9.9891 12.7639
O 5.2875 3.5774 12.366
O 5.0901 3.1967 14.9191
O 6.4856 4.7999 20.5633
O 8.3945 1.5602 16.6544
O 10.4086 1.241 11.4653
O 10.8752 6.6084 11.6671
O 3.247 8.6776 19.8238
O 1.7198 6.4338 10.5318
O 7.1633 8.201 19.9633
O 8.4852 7.5793 17.7482
O 3.6757 6.4298 13.6161
O 9.5729 4.9583 13.3655
O 5.5132 9.997 20.7336
O 10.3279 7.3693 14.1569
O 8.7754 6.1627 19.9592
O 7.0687 5.7093 10.6622
O 5.2622 10.5411 16.3765
O 9.0424 1.1407 19.2624
O 11.5727 3.1668 10.1953
O 9.737 8.7046 19.8685

Results
free energy: -148857.954 eV
free energy less fixed offsets of As -4856.12, O -568.88, Si -635.61 eV per atom: -3.574 eV

Forces (eV/angstrom), in the order of the atoms: element, x, y, z
Si -0.0908 -0.1342 -0.1469
Si 0.1925 -0.2274 -0.2517
Si -0.023 -0.1048 -0.1139
Si -0.0131 0.5185 -0.5409
Si 0.0131 0.0975 -0.1379
Si -0.0418 0.1215 -0.163
Si -0.0705 -0.1131 -0.1869
Si 0.0131 -0.1114 -0.2511
Si -0.0061 -0.1601 -0.1263
Si 0.0138 0.1275 -0.1685
Si 0.0671 0.1678 -0.0589
Si -0.0782 0.1402 -0.0775
As -0.0128 -0.083 0.1742
Si 0.0433 -0.028 -0.0602
Si -0.0432 -0.0634 -0.0115
Si 0.0664 0.0417 0.2857
Si -0.0715 -0.1978 0.1749
Si 0.0017 0.0683 0.0193
Si 0.0114 0.0009 -0.0183
Si -0.0328 -0.0416 -0.031
Si 0.0089 -0.0637 0.015
Si -0.0316 -0.0001 0.0087
Si 0.0507 0.0288 -0.0157
Si 0.0217 0.0296 -0.0251
Si 0.0079 -0.0352 0.0174
Si -0.0118 -0.0487 0.0069
Si 0.0031 -0.0652 0.0513
Si 0.0095 -0.0076 -0.1698
Si -0.0302 0.0245 -0.0294
Si 0.0218 0.0329 -0.0484
Si -0.0093 -0.0329 -0.0324
Si -0.0214 -0.015 0.0154
Si 0.0123 -0.0529 0.0144
Si -0.012 -0.0228 0.0431
Si 0.0438 0.0293 -0.0023
Si -0.0463 0.0314 0.0068
Si -0.0545 -0.0259 0.1012
Si 0.0073 -0.0233 0.0361
Si -0.0092 -0.0337 0.0448
Si 0.0299 0.0198 -0.019
Si 0.0087 0.0623 0.0071
Si 0.0165 0.0373 -0.0402
Si 0.0057 0.0288 -0.0063
Si 0.0204 -0.0081 -0.0371
Si 0.038 -0.0324 -0.05
Si 0.0075 -0.0118 0.0682
Si -0.0501 0.0232 0.0953
Si -0.0203 0.0144 -0.0513
Si -0.0069 -0.0146 -0.013
Si 0.0034 -0.0474 -0.0161
Si 0.0065 -0.0123 0.0128
Si 0.0066 -0.0293 0.0733
Si -0.0141 -0.004 -0.0048
Si 0.0036 0.0275 -0.0108
Si -0.0099 0.0052 0.0145
Si 0.0106 -0.0167 0.0471
Si 0.0084 -0.0197 -0.0123
Si 0.0012 0.0289 0.0007
Si -0.0134 0.0029 0.0298
Si 0.0137 0.0295 0.0345
Si -0.0163 0.0389 -0.0108
Si 0.0221 0.015 0.0264
Si -0.0117 -0.0075 -0.0237
Si 0.029 -0.0164 0.0326
Si -0.0013 0.0009 0.0016
Si -0.0239 -0.0081 -0.0083
Si 0.0011 0.0048 0.0335
Si -0.0214 0.0081 0.0256
Si 0.0232 -0.0087 -0.0194
Si 0.0272 -0.0138 -0.0297
Si -0.0121 0.0163 -0.033
Si -0.0182 0.0101 -0.0074
Si -0.0015 0.0129 0.009
Si 0.0134 0.0026 0.0038
Si -0.0052 0.0011 -0.0021
Si 0.0058 -0.0131 -0.0011
Si -0.0042 0.006 -0.0127
Si -0.0046 -0.0009 -0.0005
Si 0.0161 0.0109 -0.0083
Si -0.0117 0.0134 0.0062
Si 0.0039 0.0185 0.0108
Si -0.0016 -0.004 -0.0163
Si -0.004 0.0005 -0.0031
Si 0.0035 -0.0085 0.0105
Si 0.0057 0.0181 -0.0127
Si 0.0034 0.0144 -0.0155
Si 0.008 0.0121 -0.0123
Si -0.0103 -0.0202 -0.0228
Si 0.0031 -0.0082 -0.0102
Si -0.0079 -0.0075 0.0011
Si 0.0046 0.0103 -0.0149
Si -0.0002 0.016 -0.0063
Si 0.0032 0.0176 -0.0064
Si 0.0054 -0.0236 -0.008
Si -0.0054 -0.0113 -0.0195
Si -0.0044 -0.0119 -0.0153
Si -0.009 -0.0165 0.1141
Si -0.0034 -0.0054 0.1318
Si 0.0079 -0.0326 0.1112
Si 0.0237 0.005 0.1063
Si -0.0264 0.0176 0.0778
Si -0.0066 0.0215 0.1174
Si 0.0036 -0.0223 0.1047
Si 0.0023 -0.0095 0.0986
Si -0.0122 -0.037 0.1121
Si 0.0039 0.0251 0.1237
Si -0.0089 0.0267 0.1052
Si 0.0076 0.0353 0.1132
O -0.0377 -0.0857 -0.1639
O 0.0337 0.0897 -0.1616
O 0.0029 0.076 -0.2184
O -0.0064 0.0554 -0.2357
O 0.0029 -0.0645 -0.2251
O -0.0079 0.0681 -0.1372
O -0.0263 -0.0877 -0.1695
O -0.055 -0.0427 -0.1321
O 0.0371 0.0841 -0.1787
O 0.0493 -0.0545 -0.1431
O -0.0188 -0.0858 -0.1667
O 0.0311 0.1022 -0.1905
O 0.042 0.1743 0.2761
O -0.039 0.1349 0.3932
O -0.0767 -0.1553 0.1976
O -0.0863 0.1472 0.2572
O 0.0166 0.0778 0.1568
O 0.0011 -0.1301 0.2281
O 0.0712 -0.1527 0.2708
O -0.0356 -0.1188 0.2018
O 0.0037 0.0776 0.2538
O -0.0037 0.1518 0.1794
O -0.001 -0.0957 0.3203
O 0.0354 -0.0842 0.2936
Si -0.0075 -0.0184 0.2443
Si 0.0789 0.0039 -0.3107
Si 0.0217 -0.0065 -0.0687
Si -0.0182 -0.0088 -0.0444
Si 0.0164 0.0402 -0.1543
Si -0.0883 -0.0519 -0.4073
Si 0.0111 0.0028 0.2714
Si 0.0135 -0.0366 0.1269
Si 0.0296 0.0094 -0.1272
Si -0.0224 -0.0021 -0.0248
Si 0.0286 -0.0156 0.1543
Si -0.0119 -0.0094 -0.3822
Si 0.0273 0.0512 -0.3235
Si -0.0125 -0.0502 -0.1477
Si 0.0075 -0.0664 -0.3674
Si -0.026 0.0104 -0.405
Si 0.0556 0.0211 -0.3565
Si 0.0171 0.0338 -0.2642
Si 0.0064 0.017 0.0036
Si 0.0038 0.0338 0.1246
Si 0.0842 -0.0422 -0.4551
Si -0.0223 0.0334 -0.2598
Si -0.0006 0.0017 0.2741
Si 0.0544 0.0031 -0.3357
Si 0.0035 -0.0092 0.1445
Si -0.0315 0.0124 0.0985
Si -0.0151 -0.0496 -0.4012
Si 0.03 0.0184 -0.1882
Si 0.0166 -0.0082 0.013
Si 0.0154 -0.0124 0.2443
Si -0.0207 0.0022 0.1034
Si -0.0077 -0.008 0.2605
Si -0.0248 0.0094 -0.4995
Si -0.0037 -0.0136 0.0223
Si -0.0205 -0.0059 0.2465
Si 0.0398 0.0105 -0.4632
Si -0.0352 -0.0038 -0.0221
Si -0.004 0.0047 0.2533
Si -0.0443 -0.0254 -0.3249
O 0.002 -0.0046 -0.0236
O 0.0207 -0.0126 -0.0886
O 0.0074 0.0107 0.1214
O -0.0745 -0.0877 0.2657
O 0.0326 0.0296 0.084
O 0.0227 -0.0475 -0.1385
O 0.0079 -0.0035 -0.0132
O -0.0162 -0.015 0.0374
O -0.0081 0.0039 0.107
O 0.0432 0.0253 0.3128
O -0.0152 0.0211 -0.0456
O -0.0215 0.018 -0.0921
O -0.0596 -0.0389 0.1708
O -0.0231 0.0046 -0.0332
O -0.0502 0.0165 -0.1488
O -0.0286 -0.0062 0.0935
O 0.0375 -0.0423 -0.1121
O 0.0176 0.0034 -0.0368
O 0.0047 0.0915 0.1797
O 0.0653 -0.0373 0.221
O 0.0051 -0.0044 -0.0229
O 0.0188 -0.0071 -0.0839
O -0.0316 0.0253 0.1407
O -0.0176 -0.0103 0.0344
O 0.0088 0.0059 -0.0164
O -0.0549 0.0057 0.087
O -0.0067 -0.0081 0.0318
O 0 0.0066 0.0354
O -0.0769 -0.1119 0.2953
O 0.0087 -0.0301 0.0464
O 0.0399 0.0001 0.0856
O -0.0054 0.0095 -0.0365
O -0.0162 0.0558 -0.1294
O -0.0068 0.0061 0.1018
O 0.0241 0.0293 -0.0808
O 0.0133 -0.0327 0.0822
O -0.0074 0.0396 0.1229
O 0.0002 0.0056 -0.076
O -0.014 -0.0007 0.0481
O -0.0432 0.0183 0.1339
O 0.0024 0.0004 0.0101
O 0.0015 -0.0186 -0.0351
O -0.0029 0.0033 -0.0049
O 0.0117 0.0256 0.0357
O 0.1007 0.036 0.1808
O -0.0178 0.0015 -0.0279
O 0.013 -0.0064 -0.0394
O 0.0179 0.0104 0.0611
O -0.0291 -0.0058 0.1263
O -0.0103 -0.0655 0.1808
O -0.0006 0.0065 -0.0398
O 0.0107 0.0035 -0.0355
O -0.018 0.0275 0.1434
O 0.0202 0.0229 -0.1013
O -0.0824 0.0514 0.191
O 0.0055 -0.0507 0.2178
O -0.001 -0.0023 0.0104
O 0.0051 0.001 0.0021
O -0.0086 -0.003 0.1519
O 0.0068 0.01 0.0328
O -0.012 -0.0769 0.1337
O 0.0124 -0.0402 -0.0862
O -0.0365 0.0761 0.157
O 0.0949 0.0822 0.2274
O -0.0353 0.042 -0.1335
O 0.0981 0.0396 0.1918

The program warned: the cutoff lies below the one the program advises for these potential files; the forces do not sum to zero within the program's tolerance; the exchange-correlation potential is rough where the density is thin.
